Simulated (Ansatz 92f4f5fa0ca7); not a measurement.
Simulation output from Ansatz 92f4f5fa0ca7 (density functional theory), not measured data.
Periodic cell of 216 atoms, Si133O82H1, from a study of silicon, its oxide and their interface. The atomic structure is a simulated model.
Doubt: the cutoff is far below the 930 eV that the study's wrapper takes by default for these files, so forces and energies are approximate.
This geometry differs little from another in the collection (a relaxation step or a small displacement).

Settings: functional PBE; potential files Ansatz PAW; basis plane waves; wave-function cutoff 580 eV; density cutoff ratio 5; exchange-correlation grid ratio 1; k mesh 1 x 1 x 1, Gamma-centred; self-consistency stop 5e-08 eV per atom in the density residual; occupations fixed; spin none; net charge +1 e, with a uniform compensating background and no finite-size correction.

Cell vectors (angstrom)
a	10.938	0	0
b	0	10.938	0
c	0	0	31.7657

Atoms and the computed forces on them: element, x, y, z (angstrom), force x, y, z (eV/angstrom)
Si	0.4653	-0.5203	24.4359	0.0182	-0.0265	-0.0155
Si	4.699	0.4933	24.2199	0.0085	0.0166	0.0161
Si	3.1766	2.4289	24.2473	0.0043	-0.0121	-0.0074
Si	7.7105	3.2088	24.3474	0.0096	0.0087	0.0164
Si	-0.7366	6.2442	24.4931	-0.0367	-0.0903	-0.0355
Si	5.9728	4.9804	24.5542	-0.0043	-0.0354	-0.0129
Si	2.0201	8.5411	24.3489	-0.0108	0.0189	0.0155
Si	8.6502	8.1446	24.4017	0.075	0.0733	0.0017
Si	1.3876	1.4172	25.483	-0.0108	-0.0079	-0.0042
Si	6.6728	1.3583	25.4557	0.0083	0.0133	-0.019
Si	4.1474	4.056	25.723	-0.0066	-0.0019	0.0014
Si	9.4635	4.2141	25.5579	-0.0083	0.0368	-0.0299
Si	1.2098	6.8354	25.7273	0.019	0.0592	-0.0089
Si	6.8639	6.9695	25.5121	-0.025	-0.0457	-0.0006
Si	3.9104	9.5741	25.4828	0.0052	-0.0041	-0.0107
Si	9.6539	9.6616	25.8305	-0.0442	0.0049	0.0203
Si	2.676	0.034	26.968	0.0015	0.0009	-0.0026
Si	8.1178	0.0838	26.9408	0.0188	-0.0037	-0.0042
Si	-0.0311	2.7786	26.8775	0.0173	0.0145	0.0115
Si	5.4784	2.6769	27.0395	-0.0021	-0.0007	-0.0007
Si	2.7137	5.4718	26.9676	-0.013	-0.0274	-0.0049
Si	8.1489	5.561	26.9925	0.022	-0.0149	0.0072
Si	-0.0173	8.2201	27.1333	0.0101	0.0071	-0.0212
Si	5.4016	8.2586	26.8795	0.0015	0.0279	0.0043
Si	4.1018	1.3673	28.3475	-0.1707	-0.4466	0.3362
Si	9.5708	1.3673	28.3475	-0.1834	0.4034	-0.5436
Si	1.3673	4.1018	28.3475	-0.1941	-0.1199	-0.3477
Si	6.8362	4.1018	28.3475	-0.0056	0.1461	0.0795
Si	4.1018	6.8362	28.3475	0.006	0.184	-0.4623
Si	9.5708	6.8362	28.3475	-0.3363	-0.1911	0.7959
Si	1.3673	9.5708	28.3475	0.2364	0.4182	0.6703
Si	6.8362	9.5708	28.3475	-0.3268	0.1097	-0.5338
Si	0	0	29.7147	0.0629	-0.0846	0.0045
Si	5.469	0	29.7147	-0.1253	-0.0886	0.0495
Si	2.7345	2.7345	29.7147	-0.0067	-0.086	-0.022
Si	8.2035	2.7345	29.7147	0.1962	0.0838	0.0354
Si	0	5.469	29.7147	-0.0908	-0.0532	0.0207
Si	5.469	5.469	29.7147	-0.0074	-0.0795	-0.027
Si	2.7345	8.2035	29.7147	0.0745	0.1021	0.0525
Si	8.2035	8.2035	29.7147	0.0403	-0.1358	0.0097
Si	1.3673	1.3673	31.082	-0.0265	0.0786	0.0039
Si	6.8362	1.3673	31.082	-0.0415	0.0162	-0.0638
Si	4.1018	4.1018	31.082	-0.0226	0.0571	-0.0044
Si	9.5708	4.1018	31.082	0.0057	0.0474	-0.0002
Si	1.3673	6.8362	31.082	-0.035	-0.0229	-0.0547
Si	6.8362	6.8362	31.082	-0.0347	0.0508	0.0063
Si	4.1018	9.5708	31.082	0.0901	0.0044	0.0144
Si	9.5708	9.5708	31.082	-0.0711	0.0546	-0.0053
Si	2.7345	0	0.6835	0.0028	-0.0962	-0.0239
Si	8.2035	0	0.6835	0.0024	0.0378	0.0139
Si	0	2.7345	0.6835	-0.0197	-0.0376	0.0278
Si	5.469	2.7345	0.6835	0.0324	-0.0563	0.017
Si	2.7345	5.469	0.6835	-0.0184	0.0368	0.0132
Si	8.2035	5.469	0.6835	0.1121	-0.0762	-0.0159
Si	0	8.2035	0.6835	0.0381	-0.0376	0.0149
Si	5.469	8.2035	0.6835	-0.0569	-0.0118	0.0421
Si	4.1018	1.3673	2.0507	-0.031	0.0823	-0.0247
Si	9.5708	1.3673	2.0507	-0.05	-0.0696	0.0244
Si	1.3673	4.1018	2.0507	0.0746	0.0878	0.0379
Si	6.8362	4.1018	2.0507	0.0378	0.1905	-0.0103
Si	4.1018	6.8362	2.0507	-0.0271	-0.1266	0
Si	9.5708	6.8362	2.0507	-0.158	-0.0301	-0.0396
Si	1.3673	9.5708	2.0507	0.019	0.1282	-0.0053
Si	6.8362	9.5708	2.0507	0.0135	-0.0072	0.0105
Si	0	0	3.418	0.0967	-0.2622	-0.0495
Si	5.469	0	3.418	-0.323	-0.0968	0.4723
Si	2.7345	2.7345	3.418	0.1029	-0.3858	-0.364
Si	8.2035	2.7345	3.418	0.1871	-0.1243	0.2551
Si	0	5.469	3.418	0.0711	0.2945	0.4426
Si	5.469	5.469	3.418	0.19	0.1936	-0.8295
Si	2.7345	8.2035	3.418	-0.1025	0.0706	0.7099
Si	8.2035	8.2035	3.418	0.3703	-0.0683	-0.3505
Si	1.395	1.3388	4.7694	-0.0065	0.0106	0.0058
Si	6.8894	1.3103	4.8041	0.0017	0.0092	-0.0069
Si	4.1684	4.0827	4.694	0.0048	0.0153	-0.0011
Si	9.6251	4.0614	4.8068	-0.0076	0.0102	-0.0052
Si	1.3382	6.8726	4.8961	-0.0019	0.007	-0.0044
Si	6.7824	6.888	4.721	0.0029	-0.0056	0.0034
Si	4.0727	9.5825	4.8996	0.0095	-0.0077	0.0068
Si	9.6529	9.4641	4.787	0.0145	0.0173	-0.0037
Si	2.6094	-0.0298	6.3108	-0.0016	0.0006	-0.0017
Si	8.284	-0.1063	6.097	0.0047	-0.0092	0.0134
Si	0.1387	2.7551	6.1837	-0.0012	-0.0281	0.0156
Si	5.4627	2.6477	6.1269	-0.0271	-0.0222	-0.031
Si	2.8514	5.4527	6.0462	-0.0296	-0.0156	-0.0004
Si	8.1748	5.4688	6.0227	0.0066	0.0252	-0.0891
Si	-0.0553	8.1855	6.4647	-0.0156	-0.0083	0.0014
Si	5.556	8.2533	6.2427	-0.0002	0.0116	-0.0154
Si	3.6849	1.7687	7.3934	-0.0155	-0.0114	0.0283
Si	10.0129	0.9518	7.2488	-0.0139	-0.0024	0.0511
Si	2.0923	3.6158	7.2917	-0.0093	-0.0043	0.0015
Si	6.2338	4.6619	6.9619	-0.0569	-0.0331	-0.0441
Si	4.5704	6.4216	7.3298	-0.0541	0.0784	-0.0261
Si	8.8932	7.1717	7.4652	-0.0309	0.0322	0.0415
Si	0.7203	10.1702	7.7315	-0.0065	-0.0024	0.0045
Si	7.463	9.0757	7.4785	-0.0072	-0.0476	-0.0002
O	8.4019	3.8669	9.1286	-0.027	0.0604	0.0144
O	7.5705	9.315	9.1293	0.0112	0.013	-0.0055
O	8.5212	6.5608	9.0142	0.0708	-0.0132	-0.0181
O	0.8188	10.1837	9.4234	0.013	-0.0009	-0.0054
O	4.22	1.3971	8.9261	-0.0118	0.0127	-0.0205
O	2.1152	4.2591	8.8226	0.0244	-0.0009	-0.0023
O	9.3656	1.4033	8.6955	0.0649	-0.0937	-0.087
O	4.149	6.7944	8.873	0.0035	-0.019	0.0142
O	8.5969	9.0307	22.9403	-0.0191	-0.0322	-0.0045
O	8.2893	2.8138	22.8299	0.0031	-0.0007	-0.0089
O	5.1071	5.2095	23.1717	0.0046	0.0162	-0.0194
O	8.1061	2.8637	20.1638	-0.0012	-0.0001	-0.0148
O	10.8573	10.505	22.867	-0.0105	0.0054	-0.0167
O	-0.4382	6.3659	22.8595	0.0224	-0.0143	0.0034
O	1.8688	7.8821	22.7925	0.0015	-0.0102	-0.0108
O	4.6167	-0.0426	22.6326	0.0024	-0.0004	-0.022
Si	9.1237	5.2295	9.7534	-0.1173	-0.1122	0.0138
Si	0.4458	10.3609	11.028	-0.0112	-0.0032	-0.017
Si	4.4753	7.0911	10.442	0.0176	-0.0118	-0.021
Si	1.9857	10.0249	16.4113	0.0106	0.0026	-0.0147
Si	-4.5943	6.4708	15.1688	0.0012	0.005	-0.018
Si	1.9317	3.2168	18.627	0.0034	-0.0012	0.0126
Si	14.3158	6.6056	14.4422	0.0078	0	-0.0234
Si	5.4561	0.1381	21.2389	-0.0007	0.0023	0.0235
Si	3.8885	-0.0416	14.108	0.0078	-0.0052	-0.0217
Si	5.4347	1.0522	9.9571	0.0655	0.0288	-0.0093
Si	8.3399	2.2726	9.58	0.0093	0.0993	0.0428
Si	0.4215	12.7017	16.5221	0.0202	0.0109	-0.0163
Si	0.9649	6.6822	22.0863	-0.0077	-0.0144	0.0407
Si	4.7066	1.7358	18.7149	0.0094	-0.0076	-0.0013
Si	8.0017	1.8932	21.5085	0.0018	0.0106	0.0234
Si	2.8385	8.8129	12.392	0.0141	-0.0047	-0.033
Si	6.8976	3.8863	19.6689	0.0026	0.0017	0.0145
Si	6.2223	-4.6349	18.0919	0.0025	0.0013	0.0037
Si	4.327	2.465	12.5176	0.0086	-0.0043	-0.0396
Si	10.5235	2.2914	11.4871	-0.0081	-0.0169	-0.0323
Si	5.1909	5.4841	21.5924	-0.0022	-0.0086	0.017
Si	-1.7243	-3.9117	14.3186	0.0094	-0.006	-0.0316
Si	2.7855	8.7428	18.8076	0.0067	-0.0042	0.0118
Si	-4.4039	3.5805	14.3085	-0.0005	-0.0018	-0.0401
Si	3.082	4.9528	11.9558	0.0292	-0.0021	-0.0328
Si	11.9417	4.5405	9.9565	-0.0239	0.0212	-0.0183
Si	5.4589	-2.6779	20.3324	0.0064	0.0026	0.0215
Si	10.4357	8.3929	16.716	0.0068	0.0003	-0.0057
Si	2.557	4.0416	21.5093	0.0012	0.0057	0.0301
Si	-1.6878	4.4347	12.8562	0.0014	0.0401	-0.0736
Si	9.0011	10.9806	15.5384	0.0028	-0.0033	-0.0226
Si	11.0028	8.4157	19.7495	0.0148	-0.0018	0.0182
Si	6.6584	9.2414	10.4963	0.0103	-0.0118	-0.0215
Si	-1.3998	10.05	22.0091	0.0088	0.0147	0.0055
Si	-4.8212	0.8732	15.9727	0.006	0.0088	-0.0164
Si	8.9212	9.6173	12.6537	0.0014	-0.003	-0.0374
Si	3.1091	5.955	17.5396	0.0004	0.0008	0.0033
O	0.4846	0.9571	11.6203	0.0171	0.0028	0.0147
O	3.0521	5.2842	13.5402	0.0071	-0.0056	0.0131
O	8.9286	2.0685	11.0957	0.0621	-0.0434	0.0203
O	6.28	4.8506	15.2727	-0.0029	0.0076	0.0151
O	3.917	4.7308	20.9016	0.0063	-0.003	-0.0044
O	2.8459	2.9217	22.6781	-0.0024	0.0043	-0.0047
O	-9.8158	0.3477	16.9148	-0.0045	0.0091	-0.0082
O	4.3781	5.6765	11.2481	-0.0012	0.0028	0.0203
O	5.177	1.6538	11.4186	-0.0054	-0.0087	0.011
O	2.5124	18.1336	18.3909	0.0026	-0.0008	-0.0109
O	10.4335	3.2697	12.8031	0.0165	-0.0201	0.0077
O	5.2217	7.1099	21.4658	-0.0007	-0.0057	-0.0192
O	4.6022	0.657	19.9465	0.0018	0.0018	-0.0219
O	3.3283	8.0726	11.0277	0.0036	-0.0012	0.008
O	-4.4595	2.282	15.2511	-0.0011	-0.0093	0.0272
O	2.622	-0.5366	14.9767	0.0025	-0.0045	0.0102
O	1.7407	3.3816	20.2546	0.005	0.0029	-0.0089
O	8.9271	5.0955	11.3695	0.0727	0.0273	0.0279
O	5.3431	1.0556	17.3793	0.0065	-0.0035	0.0089
O	11.4843	7.076	20.564	-0.0007	-0.005	-0.0038
O	-1.0875	1.3922	15.9441	0.0079	0.0039	0.0016
O	6.6358	6.9964	16.6784	0.0055	-0.0029	-0.0008
O	1.448	-1.4143	11.9761	-0.0082	0.0136	0.001
O	6.4776	1.3433	21.6118	-0.0019	-0.0049	-0.0184
O	-3.747	5.0282	18.5087	0.007	-0.0038	-0.007
O	-2.011	-0.2014	13.8805	0.0045	0.0029	0.0142
O	-1.0793	9.9059	11.3426	0.0125	-0.0048	0.0174
O	9.9441	-1.6857	20.6516	-0.002	-0.0007	-0.0139
O	10.7008	5.3985	9.3363	0.0888	0.0223	0.0628
O	12.6186	5.3547	11.1941	0.0028	-0.0062	0.0109
O	-5.4079	10.3828	10.1709	-0.0015	-0.0012	0.0044
O	5.9445	7.7727	10.6004	-0.0029	0.0155	0.0141
O	0.5684	2.6211	17.9281	0.0027	-0.0023	-0.0078
O	2.2522	4.6492	17.9285	0.0091	0.001	-0.0087
O	1.7487	5.2669	22.1942	0.0005	0.0188	-0.0462
O	1.0415	8.6972	16.2773	0.0017	-0.0027	0.0079
O	-4.7655	-1.3136	20.9019	0.0017	-0.0056	-0.0196
O	7.4525	9.5003	11.9063	0	-0.0019	0.014
O	3.1803	3.3394	11.7683	-0.0026	0.0009	0.0171
O	15.9058	7.0176	14.4834	0.0024	-0.0003	0.0171
O	6.5239	4.7811	20.9894	-0.0074	0.0033	-0.0105
O	-9.7485	13.5377	15.3463	-0.107	-0.0871	0.1204
O	-1.0932	16.567	13.768	-0.0059	-0.0139	0.0259
O	-3.3537	-3.9825	14.2541	0.0002	-0.0041	0.0105
O	-1.3432	-1.2306	16.3205	0.0105	-0.0003	0.0059
O	10.3177	8.0315	18.3075	0.0014	0.0017	-0.0031
O	9.5412	8.2534	13.3028	0.0087	0.006	0.0104
O	3.6253	12.4122	13.5816	-0.0033	0.009	0.0129
O	-3.0003	3.7472	13.5037	0.0069	-0.0037	0.0359
O	5.6541	2.9842	19.1442	0.002	-0.0042	-0.0149
O	3.9987	-2.1569	19.8604	0.0086	0.0047	-0.0159
O	6.8202	1.7315	9.3825	-0.0017	-0.0552	0.0043
O	-3.412	0.1332	16.195	-0.0048	0.007	0.0043
O	6.33	7.5417	19.1575	0.0028	0.0031	-0.0082
O	12.3479	9.3165	19.4784	-0.0061	-0.0019	-0.0105
O	2.9039	6.289	15.9527	0.0045	0.0053	0.0002
O	2.5881	7.804	13.6533	0.0056	0.0018	0.0054
O	8.9027	0.5375	21.5014	0.0061	-0.0135	-0.0173
O	-7.7829	9.6559	17.4979	0.0019	0	-0.0004
O	3.9839	9.8974	12.8194	-0.0016	-0.0151	0.0034
O	4.6846	5.7545	17.9399	0.0016	0.0017	-0.0057
O	5.3485	3.5116	13.2085	0.0069	0.0015	0.0237
O	3.2008	2.2214	18.3555	0.0075	-0.0007	-0.0094
O	11.2791	3.1061	10.3084	-0.0236	0.0284	0.0161
O	5.2529	-0.0826	14.9738	0.0064	-0.0013	0.0096
O	-1.0998	7.1731	15.8135	0.0027	0.0043	0.0084
H	-10.2965	13.7246	14.5646	0.0819	0.068	-0.1272

Results
free energy: -131202.846 eV
free energy less fixed offsets of H -15.97, O -568.88, Si -635.61 eV per atom: -2.586 eV

The program warned: the cutoff lies below the one the program advises for these potential files; the exchange-correlation potential is rough where the density is thin.
